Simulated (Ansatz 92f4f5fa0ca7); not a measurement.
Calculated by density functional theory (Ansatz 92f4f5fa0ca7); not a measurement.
Periodic cell of 226 atoms, Si134O92, from a study of silicon, its oxide and their interface. The atomic structure is a simulated model.
Doubt: the cutoff is far below the 930 eV that the study's wrapper takes by default for these files, so forces and energies are approximate.
This geometry differs little from another in the collection (a relaxation step or a small displacement).

Settings
functional: PBE
potential files: Ansatz PAW
basis: plane waves
wave-function cutoff: 580 eV
density cutoff ratio: 5
exchange-correlation grid ratio: 1
k mesh: 1 x 1 x 1, Gamma-centred
self-consistency stop: 5e-08 eV per atom in the density residual
occupations: fixed
spin: none
net charge: 0

Cell vectors (angstrom)
a	10.938	0	0
b	0	10.938	0
c	0	0	32.8291

Atoms and the computed forces on them: element, x, y, z (angstrom), force x, y, z (eV/angstrom)
Si	0.104	-0.3121	25.5457	0.0032	-0.0022	-0.0024
Si	5.9953	-0.4836	25.334	-0.0067	0.0088	0.0069
Si	2.7822	2.6946	25.1228	0.0026	0.0029	-0.0028
Si	8	3.3656	25.0131	0.0027	-0.0034	0.0129
Si	-0.4984	6.1863	25.3861	0.0184	0.0004	0.0067
Si	5.3943	5.2141	25.2871	-0.0001	-0.0092	-0.0101
Si	2.6357	8.6472	25.4295	-0.0006	-0.0031	0.0108
Si	8.1491	8.2487	25.8709	-0.0023	-0.0018	-0.0065
Si	1.2703	1.4795	26.548	-0.0021	0.0019	0.0033
Si	6.9927	1.4481	26.3455	-0.001	0.0001	-0.0004
Si	4.0862	3.9183	26.7042	0.0013	0.0011	0.0043
Si	9.4989	4.3374	26.5903	-0.0062	-0.0005	-0.005
Si	1.4306	6.921	26.5823	-0.0079	0.0002	-0.0052
Si	6.5829	6.7801	26.7209	-0.0004	0.0064	0.0047
Si	4.2054	9.7218	26.7911	0.0022	-0.0025	-0.0063
Si	9.6116	9.5748	27.0493	0.0019	0.0025	0.0045
Si	2.6867	0.1304	28.0176	0.0018	0.0009	0.0029
Si	8.1602	0.1254	28.0496	-0.0027	0.0004	-0.0019
Si	-0.0768	2.837	27.9654	0.0021	0.0002	0.0005
Si	5.5628	2.6343	27.9809	-0.0001	-0.0014	-0.0027
Si	2.7282	5.4352	27.9803	-0.0006	0.0006	-0.0005
Si	8.0966	5.5229	28.0603	0.0034	-0.0051	-0.0004
Si	0.1029	8.1365	28.147	0.0051	-0.0008	-0.0046
Si	5.3967	8.2257	28.116	-0.0023	0.0025	0.0001
Si	4.1018	1.3673	29.4108	0.2424	0.1135	-0.0321
Si	9.5708	1.3673	29.4108	-0.0297	0.7045	-0.0513
Si	1.3673	4.1018	29.4108	-0.2598	0.1431	-0.3486
Si	6.8362	4.1018	29.4108	-0.0457	-0.4196	-0.0041
Si	4.1018	6.8362	29.4108	-0.5294	-0.3516	0.1611
Si	9.5708	6.8362	29.4108	-0.156	-0.242	0.2192
Si	1.3673	9.5708	29.4108	0.5444	0.4315	0.2684
Si	6.8362	9.5708	29.4108	-0.0324	0.3481	-0.06
Si	0	0	30.7781	0.0705	-0.0083	-0.0794
Si	5.469	0	30.7781	-0.1196	-0.1214	0.0296
Si	2.7345	2.7345	30.7781	0.179	0.0617	-0.065
Si	8.2035	2.7345	30.7781	0.1251	0.0692	0.0711
Si	0	5.469	30.7781	-0.1158	-0.1197	0.0378
Si	5.469	5.469	30.7781	-0.1249	-0.1357	-0.0309
Si	2.7345	8.2035	30.7781	0.0476	0.0502	0.0597
Si	8.2035	8.2035	30.7781	0.21	0.1363	-0.0536
Si	1.3673	1.3673	32.1453	-0.0253	-0.0102	-0.0419
Si	6.8362	1.3673	32.1453	0.0086	0.0047	-0.046
Si	4.1018	4.1018	32.1453	-0.0868	0.0411	0.0166
Si	9.5708	4.1018	32.1453	-0.0206	-0.0105	0.0194
Si	1.3673	6.8362	32.1453	-0.0823	0.0897	-0.0375
Si	6.8362	6.8362	32.1453	0.0232	0.0256	-0.0365
Si	4.1018	9.5708	32.1453	0.0592	-0.0547	0.0055
Si	9.5708	9.5708	32.1453	-0.0654	0.0207	0.0098
Si	2.7345	0	0.6835	0.03	-0.0412	-0.0033
Si	8.2035	0	0.6835	-0.0048	0.0245	-0.0037
Si	0	2.7345	0.6835	0.0193	-0.0588	0.0361
Si	5.469	2.7345	0.6835	0.0211	-0.0205	0.0188
Si	2.7345	5.469	0.6835	0.0518	-0.0008	-0.0016
Si	8.2035	5.469	0.6835	0.0814	-0.0567	0.0064
Si	0	8.2035	0.6835	0.0316	-0.0217	0.0348
Si	5.469	8.2035	0.6835	-0.0457	0.0358	0.0472
Si	4.1018	1.3673	2.0507	-0.1197	-0.0748	0.0137
Si	9.5708	1.3673	2.0507	-0.0661	-0.0632	-0.0264
Si	1.3673	4.1018	2.0507	0.0278	0.0536	0.0157
Si	6.8362	4.1018	2.0507	0.0344	0.0261	-0.0176
Si	4.1018	6.8362	2.0507	-0.1331	-0.0415	-0.0053
Si	9.5708	6.8362	2.0507	-0.1058	0.0431	0.0155
Si	1.3673	9.5708	2.0507	-0.085	0.047	0.0559
Si	6.8362	9.5708	2.0507	0.1433	0.062	0.007
Si	0	0	3.418	-0.1252	-0.2023	-0.0359
Si	5.469	0	3.418	-0.1446	-0.0049	0.1997
Si	2.7345	2.7345	3.418	0.1409	-0.1096	0.2406
Si	8.2035	2.7345	3.418	0.2077	0.1541	-0.7089
Si	0	5.469	3.418	0.1684	-0.0574	0.2541
Si	5.469	5.469	3.418	-0.0193	-0.0429	0.1192
Si	2.7345	8.2035	3.418	0.1353	-0.4377	-0.0027
Si	8.2035	8.2035	3.418	-0.03	-0.0726	-0.2472
Si	1.3387	1.3638	4.7761	0.0016	0.0061	0.0139
Si	6.8775	1.4044	4.735	-0.0021	0.0087	-0.0075
Si	4.1895	4.0368	4.8282	-0.0131	-0.0062	0.0069
Si	9.5539	4.0716	4.7639	-0.0095	-0.0083	-0.0082
Si	1.4461	6.7625	4.8405	-0.0082	0.0036	0.0036
Si	6.8273	6.856	4.779	-0.0021	-0.0044	-0.0124
Si	4.1291	9.4833	4.7897	0.0153	0.0046	0.0161
Si	9.5942	9.4887	4.7745	-0.0079	-0.0031	-0.0073
Si	2.6978	-0.0939	6.0457	-0.042	-0.0238	0.0083
Si	8.1293	-0.0721	5.9934	0.0296	0.0093	0.0153
Si	-0.1202	2.6568	6.1574	0.0211	-0.0084	-0.0024
Si	5.6452	2.7479	6.2498	-0.0127	0.0044	-0.0092
Si	2.7782	5.2765	6.2643	0.0287	-0.0005	-0.0037
Si	8.2129	5.5001	6.0838	0.0035	0.0087	0.0174
Si	0.01	8.0909	6.1937	0.0002	-0.0085	0.0159
Si	5.4863	8.1205	6.2684	0.0028	0.0103	-0.0084
Si	4.3455	1.0716	7.1865	0.0138	0.0469	0.1283
Si	9.6353	1.0069	7.4129	-0.0424	-0.0131	0.0072
Si	1.1183	4.0749	7.5348	-0.007	0.0072	0.0005
Si	6.8503	4.3937	7.6521	-0.0053	-0.0119	-0.0113
Si	4.2147	6.6088	7.612	-0.015	-0.0382	-0.004
Si	9.8745	6.4268	7.4866	0.0128	0.0234	-0.0232
Si	1.0694	9.7365	7.45	0.0049	0.0058	-0.0295
Si	6.5807	9.8679	7.4446	0.0072	-0.0006	0.008
O	5.5704	5.6579	8.4765	-0.0026	0.0121	0.0141
O	0.0106	0.0312	7.4697	-0.0008	-0.0017	0.0077
O	3.5479	12.9169	8.2681	-0.1133	-0.0189	0.1494
O	5.0811	7.3492	10.6514	-0.0124	0.0069	0.0009
O	1.3583	9.6415	25.0645	-0.0027	0.0021	-0.0013
O	6.649	4.2856	24.7287	-0.0024	-0.0001	-0.0021
O	7.2306	9.3681	25.064	-0.0007	-0.005	-0.0005
O	-0.0993	7.079	21.3548	-0.0009	0.0047	-0.0022
O	7.4071	9.878	8.8517	-0.0063	0.0919	0.0539
O	0.0959	5.318	7.8976	-0.0009	-0.0067	-0.0036
O	1.1899	9.2559	9.0374	0.0176	0.0191	0.0156
O	7.8854	4.2745	8.9466	0.0107	-0.0045	0.0127
O	9.1688	6.6751	8.9714	-0.0057	-0.0094	0.0078
O	5.1559	-0.2652	7.6798	-0.0565	0.0613	-0.0186
O	3.3064	7.1968	8.876	0.0016	0.0172	0.0138
O	9.0649	1.1321	8.9279	-0.1219	-0.025	0.0596
O	5.3206	-0.5	23.8369	-0.0025	-0.0024	-0.0066
O	8.7517	3.3708	23.5224	0.0019	0.0044	-0.0147
O	10.8165	5.8711	23.851	-0.0029	0.0001	0
O	4.3952	5.6349	24.0053	-0.0029	0.0027	-0.0019
O	9.2396	7.2966	25.067	-0.0035	0.0024	0.0019
O	3.4923	1.6434	24.0267	-0.002	-0.0006	-0.0039
O	3.4772	8.3962	24.0167	0.0057	0.002	-0.009
O	10.149	0.0102	24.1837	-0.0015	0.0011	-0.0043
Si	10.5625	2.3413	13.849	-0.0003	0.0012	0.0017
Si	2.4956	13.0582	9.4766	0.186	-0.0445	-0.0195
Si	7.1066	8.2184	14.2321	-0.0037	-0.0006	0.0049
Si	9.4819	1.6483	20.3304	-0.0009	0.0011	0.0035
Si	2.1199	5.9931	12.3886	0.006	0.0089	0.0042
Si	-0.6636	4.9684	12.5185	-0.0016	-0.0033	0.002
Si	9.948	5.9638	17.9188	-0.0001	0.0034	-0.0002
Si	4.3245	-1.5255	23.0377	0.0001	0.0003	0.0054
Si	1.1699	8.2824	18.2005	-0.0025	0.0003	-0.0053
Si	6.1727	3.6891	15.7696	-0.0014	-0.0012	0.0048
Si	5.8325	-2.5437	20.4984	-0.0009	-0.001	0.0063
Si	14.7341	3.801	11.5133	0.0301	-0.0431	-0.0504
Si	7.647	0.475	9.6106	-0.0768	0.0967	0.0049
Si	5.7244	5.9226	10.2276	0.0047	-0.0057	-0.0189
Si	-0.1276	8.641	20.8536	0.0018	-0.0012	0.0034
Si	3.264	3.2847	20.6356	0.001	0.0003	0.0034
Si	9.0542	4.0064	22.0302	0.0008	-0.0018	0.0069
Si	8.5472	5.4769	9.9059	-0.0023	0.0097	-0.0048
Si	7.5255	-0.8697	16.516	0.0028	-0.0009	0.0012
Si	3.6467	-6.6358	14.3649	-0.001	0.0016	-0.0017
Si	8.213	-0.9744	19.4964	0	-0.0001	-0.0041
Si	8.1727	-0.7374	12.5372	0.0084	0.0162	-0.0053
Si	1.654	2.3978	16.038	0.0038	-0.0006	0.0052
Si	11.2651	10.3895	13.0913	-0.0159	-0.0024	-0.0003
Si	4.8717	8.9819	15.8616	-0.0135	0.0001	0.012
Si	-0.0781	0.0933	22.713	-0.0011	0.003	0.0055
Si	8.4776	5.6003	15.1188	-0.0007	-0.0097	-0.0023
Si	1.902	10.1427	15.7428	0.009	0.012	0.0059
Si	13.7679	11.9382	22.6468	0.0003	0.0001	0.0029
Si	1.8166	-0.8209	10.2948	-0.0214	0.0317	-0.0006
Si	0.3934	5.8607	22.3285	0.0017	0.0017	0.0058
Si	3.1491	4.9686	23.1451	-0.002	0.0046	0.0071
Si	4.1117	7.1951	18.2117	-0.0047	0.0002	-0.0056
Si	0.7513	3.3713	18.8508	-0.0025	0.0009	-0.0004
Si	18.6151	12.2884	14.6582	0	0.0027	-0.0016
Si	-3.3303	5.7545	20.1483	-0.0003	0.0014	-0.0009
Si	3.5531	-3.0703	10.3907	0.0095	-0.0175	-0.0072
Si	5.3183	-6.685	18.6726	-0.0021	-0.0017	-0.0001
O	8.6471	2.9208	20.884	0.0004	0	-0.001
O	7.9883	-1.9344	15.3731	-0.0045	-0.0017	0.0025
O	11.1875	9.5395	22.1583	-0.0011	-0.0015	-0.0042
O	12.1731	11.9547	22.9336	0.0011	0.0005	-0.003
O	4.391	3.2001	19.4828	0.0014	0.0039	-0.0013
O	1.7319	11.6767	9.8486	0.0807	0.0478	-0.0332
O	14.3494	2.4415	10.771	-0.1333	0.0196	-0.1147
O	-5.7898	8.5239	21.9679	0.0048	-0.0014	-0.0105
O	5.0708	4.6011	10.8644	-0.0864	-0.0529	0.0433
O	9.3316	9.0625	20.282	-0.004	0.0032	-0.0012
O	7.637	-6.5726	15.7294	0.0068	0.0156	-0.0055
O	1.0642	9.7306	14.3972	-0.0016	0.0045	-0.0068
O	1.4867	3.3159	8.9717	0.033	-0.0234	0.0214
O	1.044	9.9107	11.7042	0.0124	0.0151	-0.022
O	9.5601	4.9584	11.0483	0.0002	0.0015	0.0029
O	-2.4004	0.6264	19.5007	-0.0012	-0.0028	-0.0021
O	6.4492	1.4819	9.4682	0.3298	-0.2431	0.0093
O	6.8036	-3.8252	20.4609	-0.0024	0.0006	-0.0004
O	5.7476	3.4605	17.32	0.002	0.0013	-0.0076
O	3.2885	-0.5164	22.3039	-0.0032	0.0047	-0.002
O	-1.2327	9.9784	13.0754	0.005	0.012	-0.0197
O	8.1692	-1.381	17.9178	-0.004	0.0066	0.0017
O	-7.5187	9.6081	15.5831	0.0071	-0.0019	0.0083
O	3.1176	1.8062	21.2772	-0.0009	0.004	-0.0011
O	-7.5906	-1.4531	10.3973	-0.0047	0.0052	0.0034
O	6.6297	4.6062	19.5529	0.0019	0.0034	0.0016
O	2.7684	14.3042	15.3516	-0.0033	-0.0012	-0.0004
O	-3.6843	6.0969	10.6672	0.0005	-0.0011	0.0047
O	10.9015	3.4884	12.7432	-0.002	0.0032	-0.0005
O	8.0701	0.6134	16.0816	-0.004	-0.0024	-0.0018
O	11.9289	8.9375	19.693	-0.0011	0.0012	-0.0024
O	2.8535	5.6606	13.837	0.0011	-0.0017	-0.0037
O	9.3157	5.231	13.7844	-0.0087	0.0045	0.0112
O	-2.7815	5.3105	21.6303	-0.0015	0.0026	-0.0033
O	1.5944	2.7499	17.6126	-0.0008	0.0019	-0.0093
O	4.471	5.6253	18.4114	-0.0026	0.0113	-0.0034
O	11.1601	13.6522	15.3221	-0.0002	0.0002	-0.001
O	11.3566	1.0679	13.2322	-0.0045	-0.0089	0.0024
O	10.7207	2.1809	19.4209	0.0031	0.0034	-0.0033
O	7.5113	-2.2373	12.724	-0.0017	0.0051	-0.0016
O	2.0276	5.9532	22.4619	-0.0001	0.0004	-0.003
O	7.2926	0.237	13.5387	0.0171	-0.0179	-0.0183
O	10.6368	4.4507	21.8097	-0.0019	-0.0016	-0.003
O	7.3955	6.6633	14.5501	0.0016	0.0068	-0.0033
O	5.5116	8.511	14.438	0.0089	-0.0023	-0.0017
O	12.1529	-1.4797	17.0642	0.0089	-0.0032	0.0001
O	10.8329	7.3133	18.004	0.0034	-0.0015	0.0005
O	-4.5723	2.2897	14.944	0.004	0.0019	0.0014
O	2.2923	3.9588	24.1423	0.0021	0.0012	-0.0035
O	8.9595	13.1054	14.0588	-0.0003	-0.0022	-0.0007
O	-1.4883	-4.9381	16.3604	-0.0031	-0.0038	0.0036
O	8.1913	-0.0949	11.0766	-0.0852	0.0672	-0.1112
O	8.7397	6.0464	19.0094	0.002	0.0005	-0.0034
O	5.0395	15.6104	15.1138	-0.0024	-0.0035	-0.0031
O	16.8157	10.0713	16.5773	-0.0096	-0.012	-0.004
O	3.8112	4.2402	21.8468	0.0003	-0.0043	-0.0078
O	10.8375	4.648	18.3049	-0.0004	0.0009	0.0023
O	6.7427	9.7147	20.1746	0.003	-0.0014	-0.0013
O	11.4482	6.1047	12.5483	0.0027	0.0004	-0.0038
O	15.5844	8.1669	19.4077	-0.0017	-0.0011	-0.0057
O	2.494	4.7758	11.3747	0.0169	-0.0113	-0.0084
O	2.4997	-3.5849	18.1381	0.0105	-0.0001	-0.0005
O	4.7754	7.6565	16.8049	-0.0114	0.0199	-0.0052
O	4.0788	14.3652	13.0575	0.0046	0.0169	-0.0547
O	2.6244	7.3419	11.6248	0	-0.0037	-0.0003
O	1.8462	3.8043	19.9954	-0.001	0.0008	-0.0008
O	-1.0233	0.844	21.6638	0.0021	0.0006	-0.0007
O	12.9417	0.8197	15.8977	-0.0056	-0.0141	0.0017

Results
free energy: -137504.934 eV
free energy less fixed offsets of O -568.88, Si -635.61 eV per atom: 3.766 eV

The program warned: the cutoff lies below the one the program advises for these potential files; the exchange-correlation potential is rough where the density is thin.
